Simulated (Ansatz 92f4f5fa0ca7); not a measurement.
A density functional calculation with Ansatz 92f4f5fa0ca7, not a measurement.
Periodic cell of 221 atoms, Si131O86B1H3, from a study of silicon, its oxide and their interface. The atomic structure is a simulated model.
Doubt: the cutoff is far below the 930 eV that the study's wrapper takes by default for these files, so forces and energies are approximate.

Settings: functional PBE; potential files Ansatz PAW; basis plane waves; wave-function cutoff 580 eV; density cutoff ratio 5; exchange-correlation grid ratio 1; k mesh 1 x 1 x 1, Gamma-centred; self-consistency stop 5e-08 eV per atom in the density residual; occupations fixed; spin none; net charge 0.

Cell vectors (angstrom)
a  10.938  0  0
b  0  10.938  0
c  0  0  32.1424

Atoms: element, x, y, z (angstrom)
Si  10.7474  0.2422  24.6584
Si  5.7477  10.5143  24.6425
Si  2.6049  3.0647  24.5608
Si  8.5383  2.4814  24.7017
Si  0.2983  5.2185  24.7641
Si  5.3362  5.7034  24.6278
Si  3.065  7.8909  24.6909
Si  8.1175  8.4227  24.7566
Si  1.4758  1.3845  25.8737
Si  6.8559  1.3107  25.8839
Si  4.1641  4.1399  25.9641
Si  9.6639  4.0373  26.0598
Si  1.4623  6.8037  26.0391
Si  6.9132  6.8173  25.9981
Si  4.1775  9.4689  26.0375
Si  9.6462  9.6211  26.0535
Si  2.7821  -0.0202  27.2898
Si  8.2108  0.0104  27.377
Si  0.1166  2.6793  27.3786
Si  5.5103  2.7007  27.2756
Si  2.8017  5.4427  27.4169
Si  8.2532  5.423  27.3553
Si  0.0636  8.1944  27.3576
Si  5.5392  8.1456  27.4251
Si  4.1301  1.3586  28.6689
Si  9.6101  1.3615  28.728
Si  1.4186  4.0763  28.7596
Si  6.8525  4.0596  28.695
Si  4.1488  6.8094  28.7859
Si  9.6042  6.8261  28.7123
Si  1.4143  9.5822  28.709
Si  6.8699  9.5689  28.7564
Si  0.0124  -0.0149  30.0891
Si  5.4739  -0.0026  30.0843
Si  2.7645  2.7136  30.0933
Si  8.2249  2.7253  30.0861
Si  0.021  5.4524  30.0904
Si  5.497  5.4333  30.1034
Si  2.7543  8.2007  30.0955
Si  8.2247  8.1956  30.0945
Si  1.3673  1.3673  31.4587
Si  6.8362  1.3673  31.4587
Si  4.1018  4.1018  31.4587
Si  9.5708  4.1018  31.4587
Si  1.3673  6.8362  31.4587
Si  6.8362  6.8362  31.4587
Si  4.1018  9.5708  31.4587
Si  9.5708  9.5708  31.4587
Si  2.7345  0  0.6835
Si  8.2035  0  0.6835
Si  0  2.7345  0.6835
Si  5.469  2.7345  0.6835
Si  2.7345  5.469  0.6835
Si  8.2035  5.469  0.6835
Si  0  8.2035  0.6835
Si  5.469  8.2035  0.6835
Si  4.0925  1.3795  2.0508
Si  9.5532  1.3674  2.0761
Si  1.3577  4.1003  2.0683
Si  6.7847  4.1326  2.0145
Si  4.0911  6.8459  2.0786
Si  9.5494  6.8734  2.0522
Si  1.334  9.5859  2.0355
Si  6.8404  9.5641  2.0755
Si  -0.0419  -0.0516  3.4627
Si  5.4404  0.0048  3.4009
Si  2.7078  2.7122  3.4616
Si  8.0781  2.7471  3.3388
Si  -0.0389  5.5106  3.3853
Si  5.481  5.487  3.4652
Si  2.6783  8.2436  3.3917
Si  8.2167  8.2272  3.5106
Si  1.3012  1.3138  4.812
Si  6.8019  1.3607  4.7743
Si  4.0986  4.1002  4.8065
Si  9.3989  4.1795  4.65
Si  1.3173  6.8935  4.7773
Si  6.8181  6.8771  4.8742
Si  4.0108  9.6331  4.7598
Si  9.5876  9.5681  4.9358
Si  2.589  -0.1191  6.2678
Si  8.1661  0.0488  6.2292
Si  -0.2082  2.7643  5.9025
Si  5.3904  2.6572  6.1729
Si  2.7322  5.5323  6.091
Si  8.1882  5.5011  6.2508
Si  0.0841  8.2295  6.3521
Si  5.4114  8.3223  6.1245
Si  4.2046  1.1045  7.5856
Si  9.2872  1.7239  7.4845
Si  1.0607  4.2718  7.0796
Si  6.9609  3.8539  7.4642
Si  3.8135  7.1884  7.406
Si  9.8998  6.4999  7.6767
B  1.7945  9.0889  7.0268
Si  6.5134  9.878  7.512
O  2.6175  8.3128  7.8535
O  8.1261  2.7944  8.0386
O  4.2005  6.8008  24.1249
O  9.6204  1.361  24.1431
O  5.3832  0.0417  8.065
O  0.0978  5.3188  7.9232
O  1.3934  4.1233  24.1914
O  6.9688  9.4838  24.2393
H  7.1059  9.2323  8.723
O  4.5064  6.6539  8.7961
O  9.3371  6.7591  9.2254
O  3.6823  1.845  8.9998
O  1.6467  3.0755  8.0318
O  6.112  4.4977  8.7391
O  10.1259  1.1248  8.783
H  0.3526  10.5203  23.4301
H  2.4343  8.5129  23.4859
O  10.6248  5.8974  23.4072
O  6.0016  5.0372  23.263
O  4.9804  10.7659  23.2094
O  7.9779  3.2617  23.3732
O  8.8357  7.8694  23.3878
O  3.3145  2.7104  23.1095
Si  6.5975  1.5042  15.4255
Si  4.9557  10.78  21.5816
Si  7.7427  7.5941  16.0307
Si  5.9961  1.5126  12.23
Si  0.8069  0.0311  17.2848
Si  1.1754  1.5342  14.5
Si  6.5073  5.2677  17.8726
Si  10.7085  1.3252  10.3007
Si  7.2974  4.4252  22.4737
Si  3.0916  8.8048  17.1612
Si  4.0523  5.4521  19.8393
Si  5.3188  4.7718  15.1496
Si  0.1427  10.0977  12.4612
Si  1.9561  2.0359  19.168
Si  9.5002  6.6626  22.5297
Si  8.4923  3.2344  11.5827
Si  0.2126  7.5652  19.9415
Si  3.2203  5.1585  11.293
Si  9.3234  9.4397  18.0315
Si  4.9181  1.7139  18.0098
Si  6.9874  3.1158  19.5953
Si  0.3314  4.5197  15.3994
Si  2.7426  6.6047  14.973
Si  5.5891  5.767  9.6319
Si  8.4957  8.1501  12.9971
Si  2.7339  8.0991  12.2663
Si  3.5671  2.6358  21.4997
Si  8.4051  6.2625  10.4876
Si  6.9865  0.1579  19.4871
Si  8.2655  3.9319  14.6835
Si  3.6611  2.9726  13.2818
Si  3.2424  8.3324  20.2384
Si  5.5952  9.7027  15.5717
Si  5.5471  9.5101  12.5163
Si  2.3715  2.737  9.4298
Si  1.3233  4.9336  18.4607
O  1.4669  9.1579  12.0811
O  8.4521  4.6445  10.7533
O  4.2157  9.7559  16.4433
O  4.2551  5.9625  14.7958
O  4.5665  2.2984  12.0991
O  6.4348  10.4977  20.9135
O  7.142  2.3143  11.3781
O  2.6593  7.7679  13.8522
O  5.4978  2.9017  18.9566
O  2.2568  1.9836  20.7677
O  4.6089  3.4595  14.509
O  8.7998  8.497  16.835
O  8.8517  7.0184  11.8646
O  1.2427  0.9387  16.0098
O  6.3658  1.4903  13.8166
O  4.8311  5.2922  11.0041
O  9.6115  4.7187  15.2717
O  0.4568  0.3798  13.5534
O  0.4863  6.1262  19.1982
O  1.6057  8.3056  20.4004
O  3.7836  6.8405  20.7013
O  7.6095  4.2256  18.5485
O  2.6306  4.2106  10.0967
O  6.2701  8.2665  15.8756
O  6.7711  10.8454  15.8229
O  5.083  9.8373  14.0391
O  2.9419  4.3037  12.6611
O  2.5584  6.6684  11.4284
O  7.4493  6.3276  17.0434
O  2.6381  1.8358  13.8371
O  7.8467  2.5873  15.5957
O  9.8029  2.4203  11.0865
O  5.4679  4.6571  16.7627
O  5.5186  5.73  19.1173
O  7.0151  8.7571  12.5741
O  3.3046  1.8467  18.217
O  5.8094  10.9133  11.7007
O  1.6855  9.6074  17.2375
O  0.515  3.0351  14.7014
O  5.637  0.328  18.5445
O  8.6699  3.5144  13.1712
O  2.9219  5.2856  18.6464
O  7.7103  1.6428  19.6274
O  6.8702  6.6683  10.0784
O  10.2169  7.2924  21.234
O  5.3601  1.8977  16.4444
O  0.7341  4.7229  16.9609
O  1.0122  0.8076  18.7061
O  1.4257  5.6086  14.7518
O  3.924  4.1342  20.8649
O  8.0705  10.0561  18.8783
O  9.77  9.2211  12.9868
O  10.3096  8.5795  18.992
O  10.1591  10.6163  17.2697
O  1.3333  1.8384  10.3226
O  4.663  1.4298  21.2295
O  10.6488  -0.1175  11.0571
O  3.6332  8.5041  18.6633
O  2.7521  7.3838  16.4145
O  8.3413  5.6091  22.0935
O  8.3644  7.4626  14.4983
O  6.8488  3.7229  21.0859
O  4.2356  8.7138  11.8783
O  6.8825  4.8688  14.5816
O  3.8922  9.609  21.0698
O  1.1311  3.4334  19.0534

Results
free energy: -132391.782 eV
free energy less fixed offsets of B -154.04, H -15.97, O -568.88, Si -635.61 eV per atom: -1.242 eV

Forces (eV/angstrom), in the order of the atoms: element, x, y, z
Si  0.0058  -0.0089  -0.0167
Si  0.0067  0.0115  -0.0177
Si  0.0025  -0.0133  -0.0244
Si  0.0051  0.0157  -0.0132
Si  -0.0112  0.0003  -0.0041
Si  0.018  0.0032  -0.0091
Si  -0.012  0.0074  -0.0105
Si  0.0032  -0.0085  -0.0112
Si  0.0011  -0.0045  0.0062
Si  0.0003  -0.0128  -0.0056
Si  -0.0059  -0.0034  0.0125
Si  -0.0068  -0.0076  0.0028
Si  0.0081  -0.0079  0.0015
Si  -0.0049  -0.0027  0.0142
Si  0.0038  -0.0261  0.0086
Si  0.0106  -0.0078  0.0061
Si  0.0012  0.0135  -0.0553
Si  -0.0026  0.0042  0.0424
Si  0.0137  0.033  0.0409
Si  -0.0054  -0.0006  -0.0652
Si  0.0015  0.0175  0.0587
Si  -0.0017  0.0039  -0.0204
Si  0.0145  0.0267  -0.0135
Si  0.0124  0.0048  0.0571
Si  -0.0222  0.0141  0.1026
Si  -0.027  0.0137  -0.0291
Si  -0.0583  0.048  -0.0935
Si  0.0133  0.0843  0.0503
Si  -0.0502  0.0543  -0.1244
Si  -0.0334  0.0123  0.0273
Si  -0.0592  -0.0253  0.0282
Si  -0.0249  0.0041  -0.0778
Si  0.0449  -0.0198  0.0098
Si  -0.0224  0.0261  -0.005
Si  0.0688  -0.0854  0.0062
Si  -0.0127  -0.0344  -0.0047
Si  0.0019  -0.0017  -0.0079
Si  0.0947  -0.0678  0.0093
Si  -0.0153  -0.03  0.0043
Si  0.0533  -0.0792  0.0144
Si  0.0948  -0.0672  -0.0645
Si  0.065  -0.0035  -0.0519
Si  0.0894  -0.2038  0.0471
Si  0.0233  0.029  0.0093
Si  0.0234  0.0142  -0.0093
Si  0.1273  -0.112  -0.0377
Si  0.055  0.0632  0.0501
Si  0.1342  -0.0705  0.0146
Si  -0.1002  0.1058  0.0426
Si  -0.0311  -0.0354  0.1415
Si  -0.0563  -0.0673  0.188
Si  -0.3233  0.1101  -0.1819
Si  0.0305  -0.0328  0.1942
Si  -0.0136  0.1969  0.0289
Si  -0.1537  0.0717  -0.1239
Si  0.031  -0.0362  0.2017
Si  -0.0322  0.0403  0.0171
Si  -0.0265  0.0087  -0.051
Si  0.0143  0.0508  0.0154
Si  -0.0485  0.119  -0.0161
Si  -0.0094  0.0056  -0.038
Si  -0.0833  0.0238  0.0132
Si  -0.0269  0.0614  -0.0187
Si  0.0277  -0.0216  0.0172
Si  -0.0008  0.1792  -0.1916
Si  -0.0025  -0.0319  0.0284
Si  -0.041  0.0249  -0.0513
Si  0.3059  -0.085  0.2004
Si  0.036  -0.1189  0.0915
Si  -0.1101  0.0167  -0.066
Si  0.1495  -0.1437  0.0859
Si  -0.0571  -0.0138  -0.1324
Si  0.1549  0.0335  0.0953
Si  -0.0379  -0.0313  -0.0663
Si  0.0192  -0.0116  -0.0293
Si  -0.0341  0.0193  -0.1015
Si  -0.029  -0.206  -0.1826
Si  0.0441  -0.016  -0.0011
Si  0.2113  0.0063  -0.1927
Si  -0.0804  -0.1683  0.1538
Si  -0.0067  0.4082  0.0093
Si  -0.0691  0.0514  -0.0072
Si  -0.1084  0.0218  -0.0804
Si  -0.0195  -0.0356  -0.0015
Si  0.0831  0.1244  -0.074
Si  0.1131  -0.0107  -0.0455
Si  -0.4213  -0.0019  -0.0228
Si  -0.0671  -0.0288  -0.0848
Si  0.1599  0.1261  0.1219
Si  0.037  -0.0157  -0.0156
Si  -0.0829  -0.0512  0.0429
Si  0.0319  0.0092  0.1262
Si  -0.1225  0.1012  0.0873
Si  -0.2007  -0.2472  0.082
B  0.5041  -0.3911  0.7071
Si  -0.0172  0.1005  0.0301
O  -0.1667  0.1774  -0.7807
O  -0.0141  0.0207  -0.0509
O  0.013  -0.0135  0.0054
O  0.0009  -0.0074  0.0078
O  -0.0098  -0.0435  0.0011
O  -0.0196  0.0534  0.039
O  0.0237  -0.0196  0.0059
O  0.0058  -0.0029  0.0036
H  -0.0132  -0.0033  -0.0091
O  -0.0173  0.0119  0.0557
O  0.0524  0.0114  0.0065
O  0.0037  -0.0395  -0.0181
O  -0.0037  0.0254  -0.0176
O  -0.0267  0.0377  0.0505
O  -0.0012  0.0341  0.0342
H  0.0058  -0.0024  0.0036
H  0.0005  0.001  0.0064
O  0.0114  -0.0005  0.0069
O  0.0046  -0.0006  -0.0005
O  0.0077  -0.0057  0.0109
O  0.0051  -0.0114  0.002
O  0.0024  -0.0006  -0.002
O  -0.0025  0.0034  0.005
Si  -0.0065  -0.0062  0.0189
Si  0.0046  -0.0015  0.0017
Si  0.0008  0.0017  0.0209
Si  -0.009  0.0135  0.0101
Si  -0.0015  -0.0088  0.0163
Si  -0.0043  -0.0035  0.0167
Si  0.0016  0.0007  0.0165
Si  -0.0081  0.0312  0.0095
Si  0.0029  0.001  0.0015
Si  -0.0005  0.0013  0.0119
Si  0.0015  0.0008  0.0084
Si  -0.0011  0.0041  0.0165
Si  0.0175  -0.0114  -0.0224
Si  0.0042  0.0033  0.0076
Si  0.0034  -0.0013  0.0001
Si  0.0014  -0.0012  -0.0031
Si  0.0015  -0.0009  0.0068
Si  0.003  -0.0075  0.0057
Si  0.0004  -0.0028  0.0135
Si  0.0032  -0.0012  0.0171
Si  0.003  -0.0015  0.0059
Si  -0.0017  0.0069  0.0116
Si  -0.0001  -0.0052  0.0223
Si  0.0673  -0.1142  0.029
Si  0.0127  -0.0057  0.0113
Si  -0.0382  0.0237  0.0554
Si  0.0049  0  -0.0008
Si  0.0254  0.0131  0.0107
Si  0.0022  0.0005  0.0064
Si  -0.0049  0.006  0.0179
Si  0.0098  0.0017  0.0012
Si  0.0011  -0.0006  0.0072
Si  0.002  -0.0005  0.0215
Si  0.0052  -0.0014  0.0206
Si  -0.0534  -0.0328  0.0447
Si  0.0039  0.0018  0.013
O  0.0142  -0.008  0.0132
O  0.0023  -0.0063  -0.0001
O  0.0052  0.0025  -0.0108
O  0.0011  -0.0001  -0.0075
O  0.0018  -0.0032  -0.0043
O  0.0017  -0.0009  -0.0043
O  -0.0005  -0.0064  -0.0062
O  0.0041  0.0059  -0.0373
O  -0.0009  -0.002  -0.0072
O  0.0001  -0.0017  -0.0062
O  -0.0057  -0.0032  -0.0116
O  -0.0033  -0.0033  -0.0128
O  -0.0072  0.0047  -0.0075
O  0.0021  0.008  -0.0187
O  -0.0007  -0.0013  -0.0107
O  -0.0246  0.0169  -0.0106
O  -0.0032  -0.0015  -0.0073
O  0.0031  0.0046  0.0011
O  0.0026  -0.0046  -0.0082
O  0.0023  0.0011  -0.006
O  0.0007  -0.0015  -0.0065
O  0.0007  0.0013  -0.011
O  0.0044  -0.0021  -0.02
O  -0.0017  0.0015  -0.0101
O  0.0016  0  -0.0117
O  -0.0044  -0.0023  -0.0225
O  -0.0018  0.0104  -0.0137
O  -0.002  0.004  -0.0289
O  0.0001  0.0006  -0.0112
O  -0.0045  -0.0006  -0.0078
O  0.0029  0.0025  -0.0129
O  -0.0228  0.0163  0.0154
O  -0.0047  -0.002  -0.0167
O  0.0033  -0.001  -0.0087
O  -0.0103  0.0035  -0.0115
O  0.0029  0.0008  -0.0086
O  -0.0044  -0.0065  -0.0103
O  -0.0001  0.0025  -0.0059
O  -0.0023  -0.0102  -0.0061
O  -0.0015  0.0028  -0.0092
O  0.0002  -0.0015  -0.0158
O  -0.0019  -0.0011  -0.0086
O  0.0012  -0.001  -0.0051
O  -0.0214  0.0281  -0.0056
O  0.006  0  -0.0026
O  0.0053  0.0011  -0.0164
O  -0.0052  -0.0031  -0.0165
O  0.0007  -0.0023  -0.0084
O  0.0004  -0.0027  -0.0076
O  0.0022  0.0009  -0.0044
O  0.0033  -0.0026  -0.0088
O  -0.0209  -0.0074  -0.0012
O  -0.0032  0.0022  -0.0076
O  0.0033  0.0035  -0.0089
O  0.0096  0.0217  -0.0212
O  0.0001  0.0001  -0.0038
O  -0.0251  0.009  -0.0055
O  0.0026  0.0006  -0.0132
O  -0.0006  -0.0048  -0.0125
O  0.0045  -0.0038  0.0001
O  -0.0018  -0.0001  -0.0184
O  0.004  0.0004  -0.0036
O  -0.0013  0.0027  -0.0151
O  0.0019  -0.0028  -0.0055
O  0.0017  -0.0001  -0.0026
O  0.0008  0.0006  -0.0071

The program warned: the cutoff lies below the one the program advises for these potential files; the exchange-correlation potential is rough where the density is thin.
